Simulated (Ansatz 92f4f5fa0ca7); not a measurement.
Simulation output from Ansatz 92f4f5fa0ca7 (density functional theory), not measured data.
Periodic cell of 223 atoms, Si133O90, from a study of silicon, its oxide and their interface. The atomic structure is a simulated model.
Doubt: the cutoff is far below the 930 eV that the study's wrapper takes by default for these files, so forces and energies are approximate.

Settings
functional: PBE
potential files: Ansatz PAW
basis: plane waves
wave-function cutoff: 580 eV
density cutoff ratio: 5
exchange-correlation grid ratio: 1
k mesh: 1 x 1 x 1, Gamma-centred
self-consistency stop: 5e-08 eV per atom in the density residual
occupations: fixed
spin: none
net charge: 0

Cell vectors (angstrom)
a  10.938  0  0
b  0  10.938  0
c  0  0  32.296

Atoms and the computed forces on them: element, x, y, z (angstrom), force x, y, z (eV/angstrom)
Si  -0.145  0.2866  24.7596  0.0477  -0.0276  -0.1613
Si  5.3339  0.444  24.8561  -0.1366  0.0068  -0.1509
Si  3.0143  2.5451  24.8962  -0.0021  -0.0416  -0.4241
Si  8.3894  2.3794  24.7308  0.1011  0.0781  0.2088
Si  -0.5743  5.7822  24.5689  -0.0073  0.3451  0.4742
Si  5.4872  5.6823  24.9758  -0.1127  -0.0147  -0.1438
Si  3.3486  7.8911  24.4084  -0.2574  -0.2163  -0.2199
Si  8.323  8.2869  24.6587  0.0595  0.1953  0.0924
Si  1.3736  1.4176  26.1797  0.0526  0.0396  -0.1871
Si  6.8685  1.4273  26.2865  0.0793  -0.01  -0.2856
Si  4.1909  4.1129  26.1822  0.034  0.0374  -0.0893
Si  9.4862  4.1265  26.0285  -0.2519  -0.3646  -0.1022
Si  1.1176  6.6753  26.0626  -0.1902  0.0359  -0.1809
Si  6.8685  7.06  26.2055  0.1224  -0.068  -0.307
Si  4.1758  9.5654  25.9617  0.0758  0.212  -0.2186
Si  9.6153  9.6413  26.1008  0.0079  0.0748  -0.2702
Si  2.7272  -0.0567  27.4413  0.0893  -0.0109  -0.0007
Si  8.2216  -0.0141  27.5235  -0.0279  -0.0983  0.1133
Si  -0.012  2.7987  27.4867  -0.1914  0.1309  -0.0233
Si  5.4804  2.7668  27.5813  -0.0299  -0.0484  0.1114
Si  2.6963  5.4544  27.4529  0.0455  0.0786  0.0315
Si  8.1592  5.5063  27.4794  0.1289  -0.0668  0.0168
Si  -0.0261  8.2084  27.4964  -0.0307  -0.1595  0.0044
Si  5.4395  8.2985  27.5227  -0.1206  -0.0245  0.0915
Si  4.1018  1.3673  28.8778  -0.1067  -0.4096  -0.2216
Si  9.5708  1.3673  28.8778  0.1001  0.2491  -0.1606
Si  1.3673  4.1018  28.8778  -0.0545  0.1309  0.0101
Si  6.8362  4.1018  28.8778  0.1158  0.4812  0.334
Si  4.1018  6.8362  28.8778  -0.2878  0.1555  -0.4328
Si  9.5708  6.8362  28.8778  -0.1477  -0.1089  -0.0921
Si  1.3673  9.5708  28.8778  0.0627  -0.2197  -0.2004
Si  6.8362  9.5708  28.8778  0.0638  0.2606  0.293
Si  0  0  30.245  0.0854  0.0706  -0.053
Si  5.469  0  30.245  0.0744  0.0324  0.0211
Si  2.7345  2.7345  30.245  -0.1004  -0.0482  -0.0538
Si  8.2035  2.7345  30.245  0.0574  0.0417  -0.0073
Si  0  5.469  30.245  0.0879  0.0321  -0.0286
Si  5.469  5.469  30.245  0.0903  -0.0515  -0.0282
Si  2.7345  8.2035  30.245  -0.0375  -0.0334  0.0063
Si  8.2035  8.2035  30.245  -0.077  -0.1177  -0.0043
Si  1.3673  1.3673  31.6123  0.0132  -0.0117  -0.0047
Si  6.8362  1.3673  31.6123  -0.0616  0.0608  -0.0223
Si  4.1018  4.1018  31.6123  0.0122  0.0108  -0.0138
Si  9.5708  4.1018  31.6123  0.0285  0.0076  -0.0418
Si  1.3673  6.8362  31.6123  -0.0677  -0.0182  -0.0266
Si  6.8362  6.8362  31.6123  -0.0488  0.0632  0.0153
Si  4.1018  9.5708  31.6123  0.0175  -0.0095  -0.022
Si  9.5708  9.5708  31.6123  -0.0173  0.0097  -0.0126
Si  2.7345  0  0.6835  -0.0154  -0.007  0.0171
Si  8.2035  0  0.6835  -0.0093  0.0062  0.018
Si  0  2.7345  0.6835  -0.0166  0.0371  -0.0016
Si  5.469  2.7345  0.6835  0.079  -0.0317  0.0002
Si  2.7345  5.469  0.6835  -0.0322  0.0016  0.0184
Si  8.2035  5.469  0.6835  0.0178  -0.0688  0.0175
Si  0  8.2035  0.6835  0.1466  -0.0769  0.002
Si  5.469  8.2035  0.6835  0.0031  0.0212  0.0218
Si  4.1018  1.3673  2.0507  -0.0088  0.1066  -0.0179
Si  9.5708  1.3673  2.0507  0.0577  0.0184  0.0269
Si  1.3673  4.1018  2.0507  -0.0617  -0.0516  0.0114
Si  6.8362  4.1018  2.0507  -0.0873  0.0175  0.0126
Si  4.1018  6.8362  2.0507  0.0086  -0.0508  0.0216
Si  9.5708  6.8362  2.0507  -0.0138  0.0536  0.0452
Si  1.3673  9.5708  2.0507  -0.1136  0.0472  -0.043
Si  6.8362  9.5708  2.0507  0.0054  -0.0501  0.0059
Si  0  0  3.418  0.0373  -0.3041  -0.5302
Si  5.469  0  3.418  0.051  -0.1737  0.3669
Si  2.7345  2.7345  3.418  0.148  -0.0288  -0.4078
Si  8.2035  2.7345  3.418  -0.3877  -0.4158  0.4418
Si  0  5.469  3.418  0.0147  -0.2572  0.1411
Si  5.469  5.469  3.418  0.1391  -0.0426  -0.3597
Si  2.7345  8.2035  3.418  0.31  0.3147  0.3587
Si  8.2035  8.2035  3.418  -0.1509  0.2173  0.0544
Si  1.4781  1.2402  4.6939  -0.0653  -0.1255  -0.2623
Si  6.8112  1.291  4.8974  0.0344  0.1688  -0.0958
Si  4.1284  4.0852  4.7418  0.0209  0.0599  -0.022
Si  9.5749  4.0463  4.7961  0.0044  0.1455  -0.059
Si  1.3725  6.8521  4.7671  -0.112  -0.0256  0.0063
Si  6.8314  6.8207  4.7733  0.0783  -0.0369  -0.0617
Si  4.1873  9.5461  4.8908  -0.0129  -0.1219  -0.0627
Si  9.5417  9.6342  4.7895  -0.0324  -0.0337  0.0671
Si  2.7704  -0.017  6.2141  0.0755  -0.026  0.0622
Si  8.1104  -0.1306  6.3664  -0.0205  0.1391  0.0781
Si  0.0728  2.5471  5.9238  -0.0479  0.1374  0.0762
Si  5.3856  2.7157  6.2042  0.0039  -0.0099  0.1224
Si  2.8424  5.5457  6.0568  0.0658  0.0327  0.2652
Si  8.1883  5.4509  6.137  -0.0672  -0.076  -0.1023
Si  -0.0738  8.1841  6.0801  0.1146  0.0463  -0.0474
Si  5.5948  8.145  6.3188  -0.0585  0.0223  -0.1042
Si  3.6463  1.7533  7.5786  0.0021  0.0315  0.5679
Si  10.3159  1.2828  7.783  -0.1209  0.0401  0.3255
Si  1.5373  3.9081  7.0339  -0.0075  0.0895  0.3095
Si  6.5589  4.334  7.4426  0.0038  -0.1277  0.378
Si  4.3826  6.5699  7.6158  -0.0603  -0.1545  0.3259
Si  9.169  7.1732  7.3744  0.4757  -0.3494  0.1494
Si  1.1791  9.6652  7.4029  -0.1187  -0.111  0.4784
Si  7.4835  8.8531  7.6175  -0.2913  0.3225  0.3513
O  12.7551  7.645  24.9118  0.3063  0.0905  0.2552
O  4.1521  1.4857  24.2878  0.0784  -0.199  0.6039
O  9.7592  6.5882  8.8433  -0.2739  0.2757  -0.1691
O  -2.2182  0.9386  7.5313  0.1033  -0.2297  -0.3233
O  7.5513  2.8944  23.3934  0.0764  -0.0438  -0.036
O  3.1591  10.5803  22.0049  0.057  -0.0898  0.0889
O  5.4441  5.3848  8.1273  0.0643  0.1225  -0.5159
O  0.1488  -0.1435  8.0334  0.0507  -0.0103  -0.3097
O  7.3159  3.5858  8.7074  -0.0297  0.1783  -0.3088
O  7.2739  9.0671  9.2828  0.0741  -0.0581  -0.5597
O  11.2725  4.6627  7.87  -0.0089  0.063  -0.0066
O  1.7641  8.871  8.7277  0.0102  0.128  -0.2614
O  3.9618  1.2147  9.1157  -0.1423  0.041  -0.5541
O  2.5452  2.9516  7.966  -0.0192  -0.0566  -0.5261
O  10.574  2.0895  9.1729  0.0548  -0.0231  -0.0481
O  3.7804  7.1974  9.0457  0.1014  -0.0567  -0.3521
O  7.9063  9.0553  23.2171  -0.0076  -0.1521  0.2933
O  9.5227  1.2475  24.2062  0.0756  0.1674  0.357
O  6.5061  5.2677  23.7537  0.0395  0.0406  0.1413
O  2.2834  3.195  23.562  -0.0019  -0.0165  0.3239
O  11.7098  -0.3024  23.4843  -0.1617  0.0683  0.1854
O  -1.5708  7.0994  24.2325  0.2084  -0.3734  0.0786
O  3.122  8.1569  22.8097  0.024  0.1532  0.1989
O  6.3204  11.1504  23.5512  -0.0372  0.0228  0.119
Si  12.4792  -0.0683  22.0501  0.0045  0.0443  -0.0725
Si  7.1566  4.2909  22.6319  -0.1752  -0.1537  0.1023
Si  5.5735  15.6222  20.0086  0.0142  0.0955  -0.2358
Si  10.6601  1.4651  13.1652  -0.0904  -0.1684  -0.0018
Si  5.3983  -0.9856  12.3448  -0.0357  0.0588  0.0611
Si  2.0375  1.3338  14.8788  -0.0558  -0.0413  -0.1447
Si  4.6548  1.6155  13.3441  -0.0065  -0.0341  -0.0326
Si  -0.7552  4.961  22.383  0.2478  -0.2671  -0.54
Si  10.6343  4.8987  17.9672  0.0701  -0.0009  0.0406
Si  11.1077  3.5092  15.1063  -0.0677  0.0364  -0.0619
Si  10.1743  2.8897  10.5231  -0.1209  -0.122  0.2738
Si  3.925  9.1443  21.8115  -0.1404  0.0821  -0.3686
Si  7.4905  5.6615  11.8967  0.0731  -0.0057  0.1633
Si  9.7507  9.586  12.6681  0.0674  0.1118  0.049
Si  8.0779  0.6056  19.9255  0.1637  0.028  -0.0029
Si  5.7441  3.2374  15.4994  -0.0851  0.0312  -0.0815
Si  8.8286  7.892  15.0717  0.1149  -0.0889  -0.1597
Si  7.6892  8.534  10.7636  0.099  -0.0514  0.5094
Si  12.3399  5.262  20.3153  0.1404  -0.0002  0.0232
Si  13.7171  8.5958  17.1786  0.095  -0.1159  0.0198
Si  -0.0413  -0.6601  19.6038  0.0118  -0.035  0.0099
Si  6.2748  6.195  14.7269  0.0247  0.0177  -0.1134
Si  10.6151  8.0195  17.476  0.0671  0.0368  0.0283
Si  2.1071  11.402  17.7721  -0.0283  -0.0346  -0.0135
Si  10.9519  5.5338  9.1959  -0.0083  -0.1263  0.126
Si  8.1788  14.4222  19.0722  -0.0538  0.0472  -0.1246
Si  6.8035  10.0307  22.4795  -0.1528  0.0517  -0.0014
Si  -0.6597  5.7997  13.2976  -0.0308  0.0089  -0.0117
Si  6.963  1.5485  17.4816  -0.0072  0.1331  0.1083
Si  2.3114  7.6363  9.6262  -0.0083  0.1247  0.0806
Si  1.4197  3.0048  22.198  0.0873  -0.0197  -0.1846
Si  3.7905  8.0081  14.3677  -0.0059  0.0419  -0.0737
Si  3.7554  7.1548  19.6121  -0.0341  -0.0398  -0.0225
Si  4.3115  2.6833  18.0897  0.0619  0.0051  0.0749
Si  12.2963  7.8644  12.4997  -0.1411  0.0085  0.1667
Si  7.1721  3.1149  10.2554  -0.0173  -0.0403  0.3239
Si  4.6858  1.1567  10.5492  0.1256  -0.0197  0.3783
O  6.9867  4.5876  19.1972  0.0413  -0.0004  0.0565
O  3.9958  1.9124  11.8577  0.0279  -0.0703  -0.0474
O  13.376  6.4923  20.2836  -0.0413  0.0014  -0.0317
O  0.0695  16.6766  21.1649  -0.2958  -0.0954  0.1911
O  4.7403  6.7512  14.8074  0.0274  -0.0452  0.0569
O  -1.3326  4.2301  19.0443  -0.0144  0.0023  0.0108
O  6.4529  4.7292  15.4626  -0.0232  -0.0607  0.0672
O  -4.1746  4.4003  11.1759  -0.0227  -0.0482  -0.1207
O  9.8064  6.6905  14.5727  -0.0371  0.0091  0.0515
O  7.335  7.2834  15.3687  -0.0382  0.0135  0.0803
O  12.063  4.8405  18.7527  -0.0604  -0.0329  0.0282
O  9.5073  8.5542  16.3986  -0.0395  0.0487  0.0454
O  5.3134  2.9811  13.9415  -0.0191  -0.0069  0.0484
O  8.8221  9.0083  13.8848  -0.0874  -0.0469  0.0694
O  0.2469  4.64  13.953  0.0074  0.0297  0.0248
O  2.3036  8.1025  11.1908  0.0895  -0.0113  -0.2682
O  -1.9727  5.2564  12.4973  -0.0382  0.0237  -0.0219
O  7.2203  -0.1808  21.072  -0.0219  -0.0787  0.1729
O  1.2144  8.1722  16.9405  -0.0544  -0.0213  -0.0182
O  10.2454  6.4577  17.735  -0.0396  -0.0154  0.0269
O  12.0861  0.8166  13.6203  0.039  0.0273  0.0799
O  5.9608  4.1487  21.5092  0.1594  -0.0308  0.1395
O  14.4247  8.8232  15.7389  0.0223  0.041  0.004
O  8.6027  2.5998  10.8069  0.0422  -0.0256  -0.1069
O  10.1176  2.3385  14.4683  0.066  0.0544  0.0024
O  3.8869  -2.3148  20.2797  0.0343  0.1263  0.1723
O  13.0176  4.0007  21.0939  -0.0632  -0.0614  -0.0059
O  2.3569  7.5256  13.7447  0.0508  -0.0092  0.0057
O  1.6802  2.8953  15.2218  0.0492  0.0167  0.0446
O  13.8563  10.0034  18.0057  0.039  0.0454  0.0422
O  7.6106  6.9041  10.846  0.0127  0.0159  -0.1303
O  11.3277  9.1538  12.7993  0.0447  -0.0969  -0.0487
O  3.5592  7.4133  18.0106  -0.0485  0.0429  -0.0396
O  6.551  1.8165  15.9022  0.0476  0.021  0.0613
O  5.0647  17.1738  19.9517  0.0536  -0.0809  0.0431
O  0.3206  6.6177  12.2861  -0.0047  0.018  -0.0652
O  5.7406  0.3868  13.1907  -0.025  0.018  0.0195
O  -0.149  3.4185  22.4244  -0.1565  0.2134  0.1053
O  10.6404  4.0853  16.5536  0.0001  -0.0193  0.0442
O  6.5519  6.0947  13.1345  -0.0031  -0.0106  -0.0407
O  6.6981  9.1192  11.9099  0.0409  0  -0.0717
O  4.4765  -1.9483  13.2674  0.0134  -0.0155  -0.001
O  8.0416  13.1883  20.1633  0.0172  -0.0548  0.0571
O  5.5798  1.6885  18.3512  -0.0049  -0.0587  -0.0416
O  9.5868  0.0951  20.1521  -0.0356  0.0339  0.0073
O  5.4913  9.1242  22.2043  0.0802  -0.0751  0.0813
O  3.5813  1.1275  14.4655  0.0236  0.0128  -0.0028
O  4.7138  -0.4402  10.952  -0.0322  0.0465  -0.1164
O  2.9451  12.7432  18.1763  -0.0191  -0.0058  0.0321
O  9.177  9.0637  11.2236  -0.0219  -0.0636  -0.1385
O  11.8005  9.915  20.9117  0.0268  0.0146  0.0683
O  8.0212  2.7904  17.6125  -0.0458  -0.0719  -0.0233
O  10.4847  8.899  18.8427  0.0106  -0.0154  0.0053
O  10.5097  4.4757  10.3527  0.0995  0.2187  -0.2341
O  11.6729  11.3427  18.6396  0.0203  0.0302  -0.0103
O  4.389  3.8089  19.2755  0.0017  -0.0562  0.0247
O  12.6298  11.4045  16.1998  -0.0237  -0.0066  0.0383
O  6.1497  1.8638  10.387  0.0252  0.0096  -0.0675
O  1.3747  6.3187  9.5613  -0.0771  -0.0918  0.0173
O  -3.2853  0.299  18.3342  -0.0897  0.0361  -0.103
O  12.3587  12.4324  21.6328  -0.0273  0.0031  0.0035
O  4.1908  6.4774  24.3287  0.0949  0.3994  0.4089
O  4.517  14.2897  16.6015  0.0137  0.036  -0.061
O  9.6398  0.2711  12.7626  -0.0327  -0.0408  0.0353
O  -2.379  4.9113  22.0268  0.114  0.1165  0.0126
O  10.9613  2.3762  11.8505  -0.0058  0.0835  -0.2156

Results
free energy: -135734.766 eV
free energy less fixed offsets of O -568.88, Si -635.61 eV per atom: 0.564 eV

The program warned: the cutoff lies below the one the program advises for these potential files; the forces do not sum to zero within the program's tolerance; the exchange-correlation potential is rough where the density is thin.
